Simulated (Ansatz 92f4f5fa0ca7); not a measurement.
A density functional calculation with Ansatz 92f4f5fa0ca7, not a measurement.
Periodic cell of 414 atoms, Si266O148, from a study of silicon, its oxide and their interface. The atomic structure is a simulated model.
Doubt: the cutoff is far below the 930 eV that the study's wrapper takes by default for these files, so forces and energies are approximate.
This geometry differs little from another in the collection (a relaxation step or a small displacement).

Settings: functional PBE; potential files Ansatz PAW; basis plane waves; wave-function cutoff 580 eV; density cutoff ratio 5; exchange-correlation grid ratio 1; k mesh 1 x 1 x 1, Gamma-centred; self-consistency stop 5e-08 eV per atom in the density residual; occupations fixed; spin none; net charge 0.

Cell vectors (angstrom)
a 15.4687 0 0
b 0 12.8259 0
c 0 0 36.6879

Atoms and the computed forces on them: element, x, y, z (angstrom), force x, y, z (eV/angstrom)
Si 0.0012 1.1426 34.0044 -0.0054 -0.0002 0.0093
Si 3.8236 1.1137 34.113 -0.0054 -0.0164 0.0048
Si 7.7876 1.1611 34.0433 0.0004 -0.0022 0.0042
Si 11.6189 1.1496 33.989 -0.0013 -0.0073 0.0065
Si 2.0317 7.6404 33.9724 -0.0024 0.0048 -0.0067
Si 5.8419 7.6148 33.9175 -0.0006 0.0015 -0.0028
Si 9.6674 7.6269 33.9219 0.0049 0.0049 -0.0009
Si 13.5535 7.598 33.9963 -0.0022 0.0012 -0.0033
Si 1.9336 5.247 34.421 -0.0604 0.3522 0.3683
Si 5.8008 5.247 34.421 0.3186 -0.2947 -0.616
Si 9.6679 5.247 34.421 -0.2321 0.4939 0.2528
Si 13.5351 5.247 34.421 0.1274 0.0252 0.2171
Si 0 11.6599 34.421 0.0497 0.0479 0.4262
Si 3.8672 11.6599 34.421 -0.1191 -0.2952 0.0049
Si 7.7343 11.6599 34.421 0.5149 -0.1355 0.1061
Si 11.6015 11.6599 34.421 0.0509 -0.0519 -0.4001
Si 0 4.664 35.6578 -0.0483 0.3058 0.2348
Si 3.8672 4.664 35.6578 -0.0605 -0.0019 -0.0677
Si 7.7343 4.664 35.6578 -0.032 0.1741 0.0325
Si 11.6015 4.664 35.6578 -0.0238 0.1094 0.0535
Si 1.9336 11.0769 35.6578 -0.102 -0.1797 -0.0607
Si 5.8008 11.0769 35.6578 -0.0299 -0.0068 -0.1718
Si 9.6679 11.0769 35.6578 -0.0686 -0.1087 0.0105
Si 13.5351 11.0769 35.6578 0.0342 -0.0167 -0.0822
Si 0 2.332 36.07 0.0145 -0.0074 -0.1283
Si 3.8672 2.332 36.07 -0.0868 0.2178 0.4472
Si 7.7343 2.332 36.07 0.1635 0.0994 0.1934
Si 11.6015 2.332 36.07 0.055 -0.0057 -0.1681
Si 1.9336 8.745 36.07 0.1014 0.0328 0.0054
Si 5.8008 8.745 36.07 0.1497 -0.1405 -0.3282
Si 9.6679 8.745 36.07 -0.011 -0.0006 -0.3373
Si 13.5351 8.745 36.07 0.0227 -0.0249 0.0117
Si 1.9336 1.749 0.6188 0.0355 0.0814 0.0396
Si 5.8008 1.749 0.6188 -0.042 -0.0501 -0.0844
Si 9.6679 1.749 0.6188 -0.0908 -0.0116 0.0328
Si 13.5351 1.749 0.6188 -0.035 0.0356 -0.0293
Si 0 8.162 0.6188 -0.1129 -0.0562 -0.0397
Si 3.8672 8.162 0.6188 0.0464 -0.0319 -0.0303
Si 7.7343 8.162 0.6188 0.0262 -0.0856 -0.0621
Si 11.6015 8.162 0.6188 -0.0205 -0.1073 -0.071
Si 0 5.83 1.031 0.0055 -0.0339 0.0323
Si 3.8672 5.83 1.031 0.0068 -0.0279 0.0061
Si 7.7343 5.83 1.031 0.0403 -0.0633 0.0085
Si 11.6015 5.83 1.031 0.0513 0.0111 0.0199
Si 1.9336 12.2429 1.031 0.1144 -0.0507 -0.0338
Si 5.8008 12.2429 1.031 0.0302 -0.0021 0.0024
Si 9.6679 12.2429 1.031 0.0495 0.0144 0.021
Si 13.5351 12.2429 1.031 -0.0273 -0.1211 -0.0871
Si 1.9336 5.247 2.2678 -0.0425 -0.044 -0.3781
Si 5.8008 5.247 2.2678 0.0365 0.0971 0.1401
Si 9.6679 5.247 2.2678 -0.1677 -0.1118 -0.0404
Si 13.5351 5.247 2.2678 -0.1798 0.0875 -0.0159
Si 0 11.6599 2.2678 -0.2032 -0.0377 -0.035
Si 3.8672 11.6599 2.2678 -0.1549 -0.0832 -0.4179
Si 7.7343 11.6599 2.2678 -0.0879 -0.0547 -0.3506
Si 11.6015 11.6599 2.2678 0.2638 -0.0116 -0.0941
Si 1.9336 2.915 2.68 -0.0083 0.0171 0.0054
Si 5.8008 2.915 2.68 0.0502 -0.0322 0.0941
Si 9.6679 2.915 2.68 0.0955 0.1067 0.0268
Si 13.5351 2.915 2.68 0.0526 0.075 0.081
Si 0 9.328 2.68 0.1036 -0.1269 -0.148
Si 3.8672 9.328 2.68 -0.0714 0.1103 0.0898
Si 7.7343 9.328 2.68 -0.0336 0.1322 0.1457
Si 11.6015 9.328 2.68 0.0502 0.0648 0.0371
Si -0.5038 1.1701 18.903 0.0057 -0.0029 0.003
Si 10.7828 2.7476 19.3378 0.0174 0.0079 0.0216
Si 4.0585 -4.8476 24.4606 -0.0095 -0.0002 0.0022
Si 19.1194 -2.0356 23.0143 -0.0036 0.0137 -0.0034
Si -0.1081 3.9197 29.0082 0.0203 -0.0272 -0.0015
Si 1.3423 10.6856 24.8302 -0.0002 0.0055 -0.006
Si 14.1143 12.2503 25.614 -0.0075 -0.0063 -0.0122
Si 16.8561 9.5992 29.2153 -0.0257 -0.0042 0.0077
Si -5.0682 -1.7332 21.7179 0.0061 -0.0016 0.0039
Si 2.4385 3.3283 25.6783 0 0.0091 0.0228
Si 13.9352 5.5247 27.8183 0.0293 0.0186 -0.018
Si 11.8949 4.4712 27.5278 0.0128 -0.0173 -0.0054
Si 3.4778 14.4221 28.9841 0.0141 -0.0108 0.0143
Si 1.9562 7.223 29.4482 0.0045 0.0051 0.0033
Si 9.6503 14.3177 17.5389 -0.004 -0.0062 -0.0081
Si 17.1218 16.5237 22.5352 -0.0081 -0.0052 -0.0026
Si -1.6447 7.2848 29.5206 -0.0027 -0.0032 0.0038
Si 7.2889 1.1375 30.0217 -0.0008 0.0196 0.0072
Si 3.7794 4.7407 31.4545 0.0411 0.0212 0.0031
Si 10.8848 3.7363 29.4699 -0.0103 0.003 0.0177
Si 5.7613 7.1206 29.1634 0.0039 -0.0168 -0.0003
Si 5.9955 12.3028 31.4897 -0.0318 -0.0389 -0.0092
Si 12.3089 14.4866 26.4328 -0.0032 0 0.0098
Si 12.9021 10.2316 27.615 0.0109 -0.012 0.0108
Si 1.8281 4.9721 28.2107 -0.0326 0.0118 -0.0088
Si 1.921 -1.7401 31.0489 -0.0086 -0.0053 -0.0002
Si 3.9489 7.0186 30.7404 -0.0032 -0.0023 -0.0058
Si 15.5888 1.4547 29.2183 -0.0127 0.0062 0.0021
Si 2.6506 10.5958 27.5189 -0.0191 -0.0152 0.0298
Si 7.9262 7.0475 30.403 -0.0081 -0.0072 0.0014
Si 11.763 7.0305 30.6989 0.0014 -0.0005 0.0002
Si 15.6255 6.8692 30.9271 0.0034 -0.0073 -0.001
Si 1.9744 0.6677 30.6312 0.0147 0.0077 -0.0157
Si 5.2369 -4.0556 27.2859 0.0066 -0.0187 0.039
Si 6.4257 1.1865 27.8715 0.005 0.0135 0.0133
Si 17.2763 0.9817 27.5042 -0.0179 0.0069 0.0046
Si -1.0829 9.5601 29.2404 0.0347 0.0036 0.0071
Si 3.5714 3.9235 29.3352 0.0106 -0.0106 -0.0363
Si 9.8261 1.859 24.4472 0.0021 0.0008 -0.0017
Si 9.94 7.692 29.3 0.002 0.0021 0.0071
Si 0.0371 4.5939 31.251 -0.0107 0.0102 0.0028
Si 6.8331 3.5106 30.323 -0.0023 0.0027 -0.0125
Si 8.7866 4.7034 30.4422 0.0103 0.0091 0.0011
Si 11.7774 4.7581 31.3309 0 0.0051 -0.0046
Si -1.8782 13.4795 30.4941 0.0194 0.0025 0.0017
Si 9.5764 13.4329 30.6143 -0.0106 -0.0005 0.0131
Si 9.6592 11.1064 30.9537 0.0046 -0.0119 0.0012
Si 13.6542 11.0721 31.0041 -0.0075 0.0008 0.008
Si 1.8864 3.9827 32.4851 -0.0105 -0.0095 0.0091
Si 5.7012 3.8146 32.3913 -0.0132 -0.006 0.0054
Si 9.8301 4.0952 32.4346 -0.0003 -0.0073 0.0023
Si 13.6368 3.9948 32.4407 0.0121 -0.0013 -0.0024
Si 0.0396 10.5676 32.3835 0.0019 -0.0053 0.0033
Si 4.0008 10.8042 32.1801 0.0089 0.0112 0.0017
Si 7.7073 10.6846 32.2511 0.006 0.0016 -0.0005
Si 11.6395 10.5764 32.2491 0.0066 -0.0049 0.0054
Si 1.9639 1.6602 32.7916 -0.001 -0.0061 -0.001
Si 5.7635 1.4483 32.9086 0.017 0.0349 0.0033
Si 9.7042 1.7381 32.7264 0.0058 0.009 0.0008
Si 13.5625 1.6578 32.7025 0.001 -0.0001 0.0009
Si 0.056 8.2328 32.8286 -0.0013 0.01 0.0025
Si 3.9706 8.3795 32.6685 0.0029 -0.0018 0.0058
Si 7.7313 8.2087 32.5708 -0.0007 -0.0008 0.0009
Si 11.6505 8.2499 32.7245 -0.0037 0.0099 0.0048
Si 0 2.332 3.9167 -0.0934 -0.1 -0.4124
Si 3.8672 2.332 3.9167 -0.348 0.3474 0.3142
Si 7.7343 2.332 3.9167 -0.0021 -0.0703 0.4876
Si 11.6015 2.332 3.9167 -0.2114 -0.3424 -0.1669
Si 1.9336 8.745 3.9167 -0.054 0.0544 -1.0204
Si 5.8008 8.745 3.9167 0.3243 0.0306 0.6347
Si 9.6679 8.745 3.9167 -0.0389 -0.4832 0.4692
Si 13.5351 8.745 3.9167 -0.1488 0.2102 0.4215
Si 1.9355 6.4393 4.2657 0.0036 0.0016 0.0038
Si 5.7715 6.4 4.3619 -0.0018 0.0001 -0.0004
Si 9.5725 6.4108 4.3179 0.0022 0.0038 -0.0086
Si 13.4554 6.3924 4.3451 0.001 -0.002 0.0054
Si -0.0949 12.8463 4.3117 0.0013 0.0031 0.0003
Si 3.7808 12.845 4.262 0.0012 -0.0055 -0.0085
Si 7.7516 12.8017 4.2979 -0.0018 0.0048 -0.0014
Si 11.6362 12.8131 4.3181 0.0022 0.0055 -0.0069
Si 0.0127 5.8133 5.4075 -0.0018 -0.0108 -0.0039
Si 3.797 5.8353 5.5445 -0.0033 -0.0036 0.0071
Si 7.6725 5.7853 5.6453 -0.0031 0.0008 0.0056
Si 11.4574 5.7406 5.5314 0 -0.0048 -0.0128
Si 1.8312 12.2906 5.4848 0.0012 0.0013 0.0008
Si 5.7291 12.314 5.3974 -0.0109 0.0059 -0.0035
Si 9.7204 11.9649 5.3875 0.0023 0.005 0.0102
Si 13.5118 12.3862 5.7252 0.0007 0.005 0.0067
Si -0.0167 3.5437 5.8893 0.0073 0.0005 0.0006
Si 3.7465 3.527 6.0552 -0.0082 0.0047 0.0056
Si 7.6226 3.4511 6.0896 -0.0017 -0.0069 0.003
Si 11.4713 3.4364 5.9628 -0.0042 -0.0013 0.0104
Si 1.7649 9.9697 5.8203 0.0089 -0.0092 0.0013
Si 5.7306 10.0717 6.007 -0.0011 -0.0017 -0.0179
Si 9.8794 9.6859 6.1228 0.0008 -0.0105 0.0054
Si 13.5277 9.9614 6.0507 0.0148 -0.0077 0.0119
Si -1.9652 8.6559 12.2288 -0.0018 -0.0037 -0.0146
Si 7.6658 6.7702 7.8173 -0.0153 0.0024 0.0016
Si 9.5653 2.6613 7.2062 0.0037 -0.0088 0.0059
Si 12.8771 2.6912 12.0339 -0.0038 0.0109 -0.0164
Si -0.0195 9.212 7.1042 -0.0138 0.012 0.0038
Si 3.6973 9.5128 6.9186 -0.0015 -0.0032 -0.0027
Si 5.5786 8.9343 12.2211 -0.0003 0.0062 -0.0614
Si 11.759 9.3273 9.7491 0.0077 -0.019 0.0031
Si 3.68 7.2489 7.4064 0.0011 -0.0015 -0.0074
Si -0.1865 6.8343 7.4679 -0.0032 -0.0054 0.0069
Si 8.5357 8.9554 7.9496 -0.0044 0.0042 -0.0137
Si 12.3983 11.5405 9.9999 -0.0088 0.0359 -0.0099
Si -0.5954 11.2184 10.1437 0.0107 0.0001 -0.0181
Si 7.5578 12.5135 8.3268 -0.0155 -0.011 -0.0197
Si 7.3058 15.9538 10.828 -0.0549 0.1242 -0.1186
Si 7.3499 14.1055 12.2493 0.1872 -0.0399 0.2121
Si 1.7082 7.2928 8.7592 -0.0044 0.0084 0.013
Si 1.7732 2.9602 7.3174 -0.0035 0.0035 -0.0007
Si 9.5438 6.2597 9.2135 0.0035 0.0004 0.002
Si 13.4892 5.4994 8.3893 0.0009 0.0087 -0.0169
Si 3.8096 12.7264 8.7349 -0.0012 -0.0116 -0.0071
Si 1.8828 13.3972 7.554 -0.0002 -0.0013 0.0049
Si 11.5351 13.3432 8.7223 0.02 -0.031 -0.008
Si 9.6132 13.1351 7.3133 0.0064 0.0014 -0.0276
Si 1.1996 3.8361 9.54 0.0632 -0.0234 -0.0051
Si 5.6233 2.9442 7.3662 0.0017 0.0024 0.0148
Si 10.024 2.2445 9.5259 -0.0111 0.0291 0.0328
Si 14.4851 4.448 10.2176 -0.0289 -0.0138 0.0258
Si 0.0631 13.1991 9.0183 -0.0102 -0.0041 0.0014
Si 8.7013 9.2575 12.1859 0.0001 0.0005 -0.0279
Si 5.242 9.2513 9.8659 -0.0035 0.0055 0.0091
Si 12.0981 12.5497 12.0902 0.0249 -0.0115 -0.0048
Si 1.2502 1.7119 10.6173 -0.0491 0.0132 0.0102
Si 10.9162 7.6218 13.7804 -0.009 -0.0105 -0.0038
Si 13.5954 1.0484 7.7078 0.0041 -0.0022 -0.0016
Si 9.5842 8.5241 10.0616 -0.0103 -0.0025 0.0217
Si 2.2186 14.3965 20.3707 -0.0011 0.0018 0.0001
Si 3.315 10.4147 9.0547 -0.0086 -0.0045 0.0142
Si 6.7233 10.2992 8.2404 -0.0032 0.0024 0.0204
Si 11.8163 8.9678 7.3648 0.0102 0.0121 -0.0099
Si -1.9698 3.3588 7.1298 0.0012 -0.0016 -0.0021
Si 8.1291 0.9497 10.1333 0.0247 -0.073 -0.0319
Si 5.6369 0.6022 7.4228 0.0042 0.0049 -0.021
Si 5.1884 3.2926 9.7369 0.0244 0.0029 0.0021
Si 5.4401 10.7598 16.7357 0.0032 -0.0002 0.0043
Si 4.2271 13.877 12.7116 0.009 0.0045 -0.0286
Si 9.7709 6.8351 16.4848 -0.0006 -0.0023 0.0028
Si 15.3857 1.858 13.4783 0.0083 -0.014 -0.0018
O 4.6533 11.3883 15.453 0.0052 0.0066 -0.0025
O 10.2324 6.7735 18.0523 0.0008 -0.0012 -0.0032
O 9.2545 -4.4199 19.9662 -0.0048 0.0012 0.0006
O 5.8768 4.8293 25.464 0.0014 0.0048 -0.0005
O 12.4705 9.2254 26.412 -0.0021 0.0042 0.0045
O 21.8238 18.3217 16.534 -0.0018 0.0012 0.0041
O -5.4173 -7.6795 23.0319 -0.0036 0.0044 0.003
O 1.852 -5.2196 22.2866 -0.0007 0.0046 0.0032
O -0.1031 17.2429 16.038 0.0003 0.0045 -0.001
O 16.0905 14.0981 12.1193 0.0154 -0.001 -0.0327
O 4.6236 8.9437 19.5328 0.0028 0.0023 0.0013
O 5.4956 27.1972 18.4652 0.0013 -0.0047 -0.0031
O 10.2176 12.8641 17.0081 -0.0025 0.0041 0.0061
O 8.0432 1.2285 17.8322 -0.0049 -0.0046 -0.0011
O -6.0505 5.2981 16.1057 0.0016 -0.0001 0.0034
O 11.5184 -10.8238 20.6166 -0.0031 0 -0.0079
O 0.0215 -9.3088 22.53 0.0015 0.001 0.0025
O 16.2343 11.1483 20.3736 0.0061 -0.0033 -0.0007
O 24.5442 11.5939 14.8936 -0.0075 -0.0163 0.0422
O 17.1201 19.2178 11.741 -0.0059 -0.0023 0.0083
O 3.5534 15.1245 13.5625 0.0119 -0.0191 0.0013
O 4.334 -3.3748 23.7054 0.0082 -0.0057 0.0041
O 2.7855 12.8858 20.61 0.0014 -0.0005 0.0014
O 6.9985 -0.0922 19.8536 -0.0017 -0.0007 -0.0085
O -4.0927 -16.7576 23.9853 0.0011 -0.0033 0.006
O 9.0358 10.1638 27.4949 0.0083 0.0033 0.0066
O -1.346 -1.2322 21.94 0.0035 -0.0008 0.0019
O 3.0089 -15.242 21.5609 0.0007 -0.0053 0.0029
O -0.0465 13.6901 14.7572 -0.0001 -0.0065 -0.0006
O -12.4604 2.2456 19.1051 0.0027 -0.0007 0.0014
O 4.7114 -0.8569 22.7249 -0.0038 -0.0052 0.0025
O 9.0685 3.2921 24.6713 -0.0023 0.0023 0.0024
O 14.0349 15.3209 18.8746 0 -0.0016 0.0008
O 16.3068 11.5341 15.9401 0.0071 -0.0028 -0.0004
O 29.2056 1.0081 25.8995 0.0022 0.0034 0.0024
O 17.5293 -2.843 26.1211 0.0069 0.0057 -0.0045
O 10.8735 -6.2673 20.7734 -0.0026 0.0005 0.0019
O -13.0965 12.2295 27.3375 0.0112 -0.011 -0.0135
O 0.0816 0.84 17.4103 0.0014 0.0028 0.0006
O 19.5671 6.7626 21.0358 0.0021 0.0024 0.0036
Si -7.9589 12.6877 25.4301 0.0003 0.0049 -0.0068
Si -0.859 -6.4144 24.7137 -0.0086 0.0084 -0.0042
Si 5.6192 4.7651 28.65 0.0047 0.0231 0.0399
Si 23.5638 4.3096 20.2668 -0.0032 0.0022 0.0031
Si -1.0452 -1.9632 12.4209 -0.0052 0.0219 0.0135
Si 8.1405 9.8154 26.1698 0.0041 0.0029 -0.009
Si 4.7371 5.4809 10.4251 -0.0064 0.003 0.0144
Si 6.6982 0.4655 18.3635 0.0044 0.001 0.0103
Si 5.808 -9.6949 21.8565 0.0025 -0.0077 -0.0039
Si 20.0226 -10.084 19.0203 -0.0023 0.0042 0.0036
Si 11.5027 14.2446 29.445 0.0078 -0.0069 -0.0246
Si 21.3964 5.3932 23.9444 0.0027 -0.0111 0.0011
Si 1.7106 7.8787 23.8898 -0.004 -0.0013 0.0034
Si 1.0378 -2.4486 14.786 -0.0101 -0.0043 0.0047
Si 14.9275 8.5128 16.5725 -0.0012 0.0016 0.0008
Si 3.6935 3.7573 14.2967 0.0048 0.0101 0.0076
Si 11.4799 6.594 7.7199 -0.0093 0.0025 0.0108
Si -6.2474 3.8393 15.4119 -0.0067 0.0073 -0.0088
Si 8.9647 4.8648 24.2467 0.0121 -0.0048 0.002
Si 6.3479 4.6283 15.1461 0.0011 -0.002 -0.0071
Si 2.3609 5.7754 10.3667 -0.0014 0.0172 -0.0134
Si 7.7527 -0.9945 20.9544 0.0013 0.0017 0.0081
Si 0.19 6.3049 12.4519 0.0091 -0.0062 -0.0037
Si 5.9096 5.1607 18.0699 0.0015 -0.0009 -0.0053
Si 14.0419 4.2753 22.3485 0.0001 -0.0059 -0.0013
Si 10.5558 7.5202 19.4676 0.0014 -0.0008 0.0063
Si -0.8272 -1.4496 20.413 -0.0058 0.0031 0.0075
Si 3.9563 -1.7682 14.0238 0 -0.0213 -0.0083
Si 3.6555 14.2822 10.4812 0.0006 0.0226 -0.0033
Si 12.2966 -4.5975 25.1526 -0.0029 0.0053 -0.0068
Si -0.2345 -0.0574 16.0837 -0.0033 -0.0014 0.0028
Si 10.0239 -2.8323 28.8195 0.0008 0.0004 0.0109
Si 10.5042 6.0476 26.579 -0.0079 0.008 -0.0146
Si 15.1376 5.6701 17.0567 -0.0001 -0.003 -0.0053
Si 10.5222 4.6121 12.6816 -0.0167 0.009 -0.0375
Si -5.492 11.4373 16.2302 0.0088 0.0008 -0.0012
Si 7.9243 22.0738 16.9584 0.0045 -0.0029 0.0038
Si 1.5696 -5.2587 18.2659 -0.0023 -0.003 -0.0011
Si 12.9737 -0.5429 22.8479 -0.0018 0.0022 -0.0022
Si 9.7626 8.8743 23.6788 0.002 0.0013 -0.0039
Si 3.8549 -3.2023 18.2568 -0.0078 -0.0123 0.0115
Si 9.3944 17.1181 10.6279 -0.0071 0.0035 0.0103
Si 12.7911 -1.9467 16.6941 0.0046 -0.0031 0.006
Si 12.333 -2.9271 19.4751 0.0005 -0.0004 0.0041
Si 21.3751 0.1687 23.0547 0.0028 0 -0.0005
Si 17.848 11.3227 20.3631 -0.0036 0.0048 0.0043
Si 5.5054 -5.757 8.8866 0.0114 0.0038 -0.0051
Si 5.0927 5.9269 12.7113 0.0005 -0.0012 0.0045
Si 11.8839 14.9515 22.2117 -0.0008 -0.0006 -0.0012
Si 9.6885 6.2738 21.8906 0.0036 0.0015 0.0041
Si 2.4684 6.5791 21.1977 -0.003 -0.0028 -0.0073
Si 7.6763 8.8438 19.9891 0.0093 0.005 0.0035
Si 20.9176 -9.0792 26.5869 -0.0189 -0.0273 0.0178
Si -6.2443 24.8815 13.3502 0.0107 0 -0.0341
Si 0.9033 -8.3633 14.7595 0.0016 -0.0011 0.0102
Si 13.5102 16.835 19.2218 0.0007 0.0039 0.0047
Si 20.6232 -5.3435 20.0099 -0.0002 -0.0015 -0.0024
Si 16.4801 9.6487 9.1922 0.0166 -0.0099 -0.0072
O 8.4442 5.7296 20.9783 -0.0027 0.0021 0.0011
O -6.0977 -0.7907 20.8749 -0.003 0.0033 -0.0036
O 29.8758 -5.854 16.3621 -0.0005 0.0005 0.0023
O 1.1876 6.1778 17.4707 0.0012 0.0003 0.0038
O -2.9422 3.2623 26.5578 -0.0042 0.0094 0.0058
O 4.4396 8.009 26.0654 -0.0015 -0.0001 -0.0126
O 7.4268 10.2511 20.7547 -0.0022 -0.0045 -0.0014
O 11.8978 3.8988 18.8906 -0.001 -0.003 0.0003
O 21.5887 13.0462 24.6633 -0.0007 -0.0031 0.0059
O 22.1002 20.5964 20.6692 -0.0019 0 0.0023
O 0.7071 16.0627 13.7364 0.0127 0.0168 0.0048
O 7.1863 8.7056 12.4923 0.002 -0.0006 0.0138
O -5.7383 8.662 13.326 -0.0029 0.0047 0.007
O 21.9319 2.4594 26.806 -0.0134 0.0146 0.0007
O -1.7877 3.0491 10.6493 0.0128 -0.0116 -0.0085
O 6.7087 -3.6018 26.7064 0.0025 0.0066 -0.0022
O 5.3199 4.3105 22.8767 -0.0001 0.0074 0.0067
O 11.3324 10.2886 20.6786 0.0009 -0.0018 -0.002
O 2.8691 8.4038 17.6842 0.008 0.0098 0.0016
O 2.5908 -2.606 14.3357 0.0022 0.001 0.002
O 7.2718 8.9992 18.425 -0.0043 0.0002 0.0085
O 2.4495 17.0504 15.246 -0.0004 -0.0035 -0.0025
O 12.1727 -14.7298 18.2125 -0.0014 0.0035 0.0029
O 5.8699 13.7737 12.8785 -0.1648 -0.0237 -0.0025
O -6.8596 10.9025 12.3541 -0.0059 -0.0087 -0.0039
O -6.0113 -9.2608 19.8271 -0.0035 -0.0029 -0.0037
O -3.0988 21.0451 13.3446 0.0092 0.0018 -0.0028
O 10.4389 1.9023 22.9382 -0.0018 0.0004 0.0039
O -4.3767 1.4598 25.3829 -0.0019 0.0004 -0.0002
O 13.6458 9.5045 16.5406 -0.0019 0.0008 -0.0005
O 20.3062 20.385 12.7696 -0.0003 -0.0051 0.0109
O 0.915 -3.4822 23.9876 0.0002 -0.003 0.001
O 15.7351 8.5543 18.0149 0.0025 0.0012 0.004
O 7.259 12.3787 22.3961 0.0015 -0.0014 0.0013
O 16.2042 6.7446 24.5539 0.0054 0.0027 0.0008
O 11.7909 1.0105 27.8466 -0.0024 0.005 0.022
O -7.0251 0.6724 13.3192 -0.0262 0.0436 -0.0332
O -18.0563 -4.3631 10.6903 -0.0094 -0.0033 0
O 9.1445 10.3423 17.1292 0.0008 0.003 0.0027
O 20.797 6.5289 18.703 -0.0016 0.0015 0.0023
O 17.6537 3.6658 24.0939 0.0017 0 0.0051
O -4.0225 10.8685 15.7702 -0.005 -0.0021 -0.0027
O 13.8988 -2.8146 19.9062 0.001 0.0002 0.0018
O 0.1894 -1.0437 25.2645 0.0048 0.0006 0.0024
O 2.3249 15.249 21.7584 0.001 0.0002 0.003
O 3.8309 17.8218 13.2277 -0.0042 -0.0017 -0.0013
O 26.9723 -2.1956 28.4007 -0.0135 0.001 -0.0054
O 7.8977 -14.5231 25.2561 -0.0006 -0.0031 0.0042
O 9.9005 6.9237 27.8195 -0.0005 -0.0027 0.0097
O 0.6667 1.5111 19.9566 -0.0024 0.0009 0.0013
O 14.1018 -7.3235 23.4396 -0.0006 -0.0009 0.0041
O 6.3147 -7.2479 13.7934 -0.0007 -0.0055 -0.0035
O 5.0511 3.6506 15.1735 -0.0031 -0.0027 0.0039
O 3.5979 -0.3523 13.2885 -0.0027 0.0064 0.0185
O -1.708 7.8095 24.5929 0.0074 -0.0039 0.0016
O -1.031 18.6107 26.2259 -0.0053 -0.0087 0.0235
O 13.0569 13.8848 22.6195 0.0018 0.0006 0.0031
O 7.6341 16.4662 15.1137 0.002 0.0042 0.0087
O 6.6372 22.6198 16.1087 -0.0002 0.0068 -0.0007
O 8.7073 -12.0882 24.7742 -0.0008 0.0001 0.0041
O 13.2239 -1.0607 24.3588 0.0023 0.0016 0.0066
O 9.7639 -10.2019 16.345 0.0015 -0.0041 0.0055
O 22.8224 -9.4833 21.3626 0.0009 0 0.0009
O 2.4881 11.4634 23.9648 0.0016 -0.0051 0.0026
O 19.4908 15.9426 26.0433 0.0083 0.0007 -0.0115
O 15.9993 18.6757 13.9808 -0.0059 0.0055 -0.0022
O 9.5123 10.1837 22.7408 -0.0019 -0.0008 0.0068
O -0.6254 -5.1076 12.4245 0.0016 -0.0009 0.0057
O 4.8973 3.231 20.5305 -0.0001 0.0024 0.0042
O -1.5796 17.3831 20.7287 -0.0029 0.0009 0
O 6.1972 12.0315 17.4603 -0.0001 -0.0029 -0.003
O 7.5411 5.4395 23.6716 -0.0052 0.006 -0.0015
O 1.9264 4.6262 26.5615 0.0047 -0.0049 0.0026
O 20.4196 -2.6436 13.0714 -0.0038 0.0168 0.0269
O 7.2057 12.8486 27.0263 -0.0007 -0.0115 -0.0031
O 1.6999 -10.9293 26.1042 -0.0013 -0.0078 -0.0014
O 20.5496 -6.0241 23.8434 0.0035 0.0051 0.0031
O -2.8281 -9.3285 22.6911 0.0003 0.0015 0.0022
O 2.9417 -1.9931 18.9082 0.0028 0.0019 -0.0023
O 4.8509 13.7308 28.3073 -0.0222 0.0104 0.01
O 20.1929 4.035 18.0507 -0.0001 -0.0014 0.0022
O 13.4175 -0.7449 12.9763 0.0046 0.0025 0.0119
O 2.1025 5.0599 21.7119 0.0023 0.0029 0.0029
O -0.7528 18.0494 11.6641 0.0086 0.0004 -0.0014
O -4.0565 -0.8565 22.5962 0.0036 0.0023 0.0016
O 25.4527 16.6105 13.9805 -0.0072 -0.0129 0.0377
O 12.0165 -8.8162 12.4085 0.0102 0.0066 0.0015
O 15.6793 10.8072 13.4581 0.0005 0.0003 0.0061
O -6.5511 8.8336 25.0928 -0.0021 -0.0022 0.0054
O 11.9853 14.1729 11.8099 -0.0052 -0.0109 -0.0011
O -1.2652 -0.1647 19.482 -0.0013 0.0024 -0.0007
O -1.7481 -0.6706 16.274 0.001 0.0037 -0.0029
O 0.4886 21.781 15.3719 0.0016 0.0019 -0.0009
O 9.3211 -5.2199 22.7587 -0.001 -0.0006 0.002
O 13.6133 -1.2815 26.9746 0.0012 0.0174 -0.0003
O 11.9057 21.1981 19.121 -0.0007 0.0002 0.0013
O 7.1803 4.6013 18.9448 0.0021 -0.0006 0.001
O 5.6081 14.4991 22.5326 -0.0004 0.0045 0.0025
O 10.7897 12.2031 12.9806 0.008 0.0029 0.0075
O 10.8821 7.393 15.4064 0.0053 0.0022 -0.0046
O -6.2342 5.672 25.6304 -0.0045 0.0016 0.0009
O -1.2688 -7.7053 18.2549 -0.0024 0.0001 0.0056
O -1.6263 15.1279 13.2691 -0.0114 0.0079 0.0155
O -6.9858 7.8433 16.3471 0.0006 -0.0003 0.0003
O 19.7194 10.079 27.6863 -0.0034 0.0125 -0.0169
O -3.9349 6.8936 25.6441 -0.002 -0.0078 0.0083
O 17.2519 7.065 19.7981 0.0015 0.0009 0.0059
O 10.6517 6.2057 13.0136 0.0063 0.0062 0.0038

Results
free energy: -253261.306 eV
free energy less fixed offsets of O -568.88, Si -635.61 eV per atom: 5.194 eV

The program warned: the cutoff lies below the one the program advises for these potential files; the forces do not sum to zero within the program's tolerance; the exchange-correlation potential is rough where the density is thin.
